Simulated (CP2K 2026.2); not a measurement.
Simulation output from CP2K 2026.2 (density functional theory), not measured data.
Periodic cell of 504 atoms, Si360O144, from a study of silicon, its oxide and their interface. The atomic structure is a simulated model.
Doubt: the forces sum to 0.80 eV/angstrom along one axis rather than to zero, so they err by at least 0.0016 eV/angstrom per atom on average; the grid cutoff is modest.

Settings
functional: PBE
method: Gaussian and plane waves
basis set: DZVP-MOLOPT-SR-GTH
pseudopotentials: GTH-PBE
grid cutoff: 350 Ry, relative cutoff 50 Ry
k points: Gamma only
occupations: fixed
spin: none
net charge: 0

Cell vectors (angstrom)
a	16.32	0	0
b	0	16.32	0
c	0.023	5.9359	33.8815

Atoms and the computed forces on them: element, x, y, z (angstrom), force x, y, z (eV/angstrom)
Si	1.107	15.262	0.384	0.061	0.066	0.718
Si	4.074	1.784	0.064	0.067	-0.357	0.675
Si	1.442	9.407	33.799	-0.208	0.471	0.713
Si	4.368	12.189	33.697	-0.534	0.545	0.543
Si	0.943	9.647	0.026	0.285	-0.138	0.719
Si	4.289	17.885	33.792	-0.141	0.207	0.827
Si	7.074	20.666	33.795	-0.095	0.097	0.728
Si	9.97	1.146	0.016	-0.237	-0.015	0.73
Si	6.687	4.188	0.456	0.214	-0.144	0.742
Si	9.704	6.634	0.19	-0.053	0.191	0.718
Si	6.541	15.692	33.777	0.158	-0.154	0.848
Si	9.329	18.456	33.745	0.105	-0.18	0.772
Si	12.199	15.252	0.183	-0.095	-0.212	0.694
Si	15.236	1.089	0.443	-0.106	-0.02	0.716
Si	11.866	4.364	0.053	0.325	-0.115	0.79
Si	14.702	7.187	0.09	0.027	-0.214	0.791
Si	12.497	15.306	33.86	-0.229	0.145	0.704
Si	15.172	11.964	0.152	-0.028	0.243	0.749
Si	2.865	16.43	1.365	0.036	0.045	-0.013
Si	5.398	2.756	1.7	0.001	-0.028	0.006
Si	2.554	5.32	1.092	-0.031	-0.042	-0.028
Si	5.351	8.089	1.111	-0.011	-0.025	-0.019
Si	2.676	10.788	1.213	-0.002	0.011	-0.038
Si	5.452	13.562	1.23	-0.021	-0.035	-0.062
Si	8.219	16.337	1.213	0.016	-0.005	-0.065
Si	10.914	2.738	1.448	0.014	-0.002	-0.063
Si	8.243	5.456	1.552	0.003	0.02	-0.029
Si	10.919	8.227	1.358	0.047	-0.011	-0.024
Si	8.145	10.91	1.203	-0.043	0.013	-0.04
Si	10.892	13.613	1.265	-0.023	0.014	-0.057
Si	13.603	16.326	1.654	-0.025	0.001	-0.038
Si	0.105	2.628	1.648	-0.008	0.027	-0.031
Si	13.599	5.453	1.245	-0.006	-0.009	-0.062
Si	16.191	8.232	1.538	0.021	0.015	-0.029
Si	13.597	10.842	1.437	-0.016	-0.004	-0.029
Si	16.249	13.6	1.5	-0.011	-0.064	-0.024
Si	1.521	1.322	2.913	0.025	-0.024	-0.003
Si	3.914	4.163	2.783	-0.08	0.053	-0.024
Si	1.345	6.751	2.607	0.024	-0.01	-0.002
Si	4.04	9.431	2.584	0.009	0.002	0.016
Si	1.397	12.201	2.686	-0.004	-0.029	0.014
Si	4.137	14.935	2.652	0.016	-0.018	-0.023
Si	6.854	1.275	2.735	0.066	-0.046	-0.006
Si	9.537	4.027	2.846	0.024	-0.011	0.05
Si	6.744	6.876	2.662	-0.036	-0.004	0.01
Si	9.492	9.575	2.639	-0.018	0.006	-0.022
Si	6.8	12.227	2.645	0.03	0.023	0.018
Si	9.538	14.981	2.665	-0.028	0.011	0.027
Si	12.272	1.458	2.869	-0.01	-0.007	0.057
Si	14.963	4.128	2.704	-0.033	0.012	-0.015
Si	12.264	6.803	2.71	0.031	0.001	0.009
Si	14.897	9.564	2.906	-0.006	-0.007	0.022
Si	12.201	12.25	2.69	0.002	0.035	-0.019
Si	14.921	14.886	2.917	0.01	0.045	0.038
Si	0.047	16.277	4.164	0.027	-0.002	-0.03
Si	2.741	2.761	4.241	0.016	-0.004	0.017
Si	0.004	5.462	4.067	0.018	-0.003	-0.018
Si	2.705	8.113	4.003	-0.008	0.012	0.003
Si	0.028	10.914	4.13	-0.025	0.02	-0.017
Si	2.756	13.582	4.032	-0.013	-0.004	-0.023
Si	5.482	16.251	4.078	-0.024	0.025	0.007
Si	8.145	2.668	4.134	-0.022	0.007	0.006
Si	5.391	5.507	4.048	-0.026	-0.019	-0.008
Si	8.132	8.21	4.022	0.023	-0.021	-0.014
Si	5.42	10.829	3.97	-0.003	0.008	-0.049
Si	8.161	13.601	4.028	0.008	0.011	-0.05
Si	10.866	16.337	4.098	-0.028	-0.009	-0.048
Si	13.653	2.8	4.158	0.018	-0.001	0.003
Si	10.911	5.447	4.111	0.038	0.001	-0.043
Si	13.559	8.137	4.162	0	-0.029	-0.003
Si	10.844	10.894	4.05	0.014	-0.023	0.005
Si	13.526	13.542	4.171	-0.008	-0.005	0.014
Si	1.365	14.969	16.283	0.004	-0.008	-0.005
Si	4.069	17.657	16.274	0.002	-0.004	-0.007
Si	1.343	4.052	16.289	-0.004	-0.025	-0.005
Si	4.075	6.748	16.286	0.001	0.014	-0.013
Si	1.313	9.488	16.278	0.003	-0.02	-0.001
Si	4.117	12.236	16.286	0.008	0.003	-0.003
Si	6.788	14.949	16.307	-0.006	0.003	0
Si	9.527	17.706	16.353	0.015	0.003	0.013
Si	6.822	4.098	16.346	-0.016	0.01	0.015
Si	9.548	6.821	16.352	-0.003	0.019	0.003
Si	6.803	9.512	16.305	-0.002	0.014	0.004
Si	9.531	12.239	16.311	-0.011	0.016	0.005
Si	12.25	14.981	16.326	0.012	-0.008	0.007
Si	14.966	17.697	16.316	0.005	-0.001	0.001
Si	12.232	4.111	16.336	0.002	0.009	0.005
Si	14.931	6.791	16.312	0.006	-0.01	0.002
Si	12.213	9.514	16.355	-0.008	-0.015	0.014
Si	14.956	12.232	16.31	0.007	-0.007	0.006
Si	2.742	16.289	17.659	-0.018	0.006	0.02
Si	5.403	19.033	17.613	0.024	-0.018	0.012
Si	2.658	5.435	17.642	0.021	0.013	0.012
Si	5.487	8.065	17.615	0.006	-0.005	0.013
Si	2.725	10.844	17.548	0.002	-0.001	-0.001
Si	5.46	13.581	17.702	-0.002	-0.017	0.003
Si	8.133	16.32	17.654	-0.017	-0.011	0.018
Si	10.88	19.098	17.721	-0.032	0.005	0
Si	8.215	5.46	17.718	-0.003	-0.002	0.013
Si	10.861	8.179	17.776	0.004	-0.012	0.044
Si	8.141	10.903	17.662	-0.01	-0.014	-0.019
Si	10.895	13.603	17.664	-0.02	0.015	0.02
Si	13.612	16.354	17.684	0.021	-0.025	0.016
Si	0.026	19.017	17.692	0.015	0.026	0.034
Si	13.581	5.467	17.712	-0.011	0.015	0.045
Si	16.284	8.131	17.678	0.014	0.017	0.008
Si	13.611	10.861	17.679	0.012	0.03	0.006
Si	16.308	13.635	17.628	0.015	0.01	0.027
Si	1.381	17.604	19.043	-0.019	0.002	-0.041
Si	4.006	4.047	18.943	0	-0.016	-0.031
Si	1.297	6.763	19.051	-0.005	-0.033	-0.015
Si	4.026	9.382	18.837	-0.024	-0.02	-0.029
Si	1.413	12.256	18.87	0.033	0.009	-0.048
Si	4.096	14.945	19.049	-0.005	0.008	-0.015
Si	6.754	17.7	18.982	0.008	0	-0.068
Si	9.562	4.146	19.146	0.001	0.008	0.018
Si	6.866	6.805	19.086	-0.011	0.046	-0.003
Si	9.434	9.579	19.082	0.025	-0.031	0.006
Si	6.817	12.221	19.084	0.014	0.017	0.003
Si	9.488	14.941	18.996	-0.031	-0.025	-0.018
Si	12.268	17.745	19.035	0.015	-0.01	0
Si	14.993	4.107	19.02	0.008	0.008	-0.033
Si	12.254	6.826	19.155	0.017	0.003	-0.016
Si	14.936	9.477	19.058	-0.033	-0.012	-0.002
Si	12.295	12.267	19.016	0.001	0.013	-0.002
Si	14.98	14.998	19.044	0.02	0	-0.008
Si	0.058	16.262	20.481	0.019	0.009	0.052
Si	2.688	19.027	20.36	-0.043	0.001	0.061
Si	16.265	5.465	20.491	-0.044	-0.009	0.048
Si	2.706	8.104	20.325	0.019	0	0.028
Si	0.069	10.901	20.185	-0.002	-0.009	0.034
Si	2.721	13.549	20.342	0	0.01	0.091
Si	5.43	16.341	20.39	-0.023	0.001	0.079
Si	8.09	19.081	20.351	-0.016	0.005	0.035
Si	5.418	5.351	20.25	0.002	0.028	0.036
Si	8.124	8.249	20.565	-0.079	-0.004	-0.003
Si	5.358	10.713	20.161	0.06	-0.026	0.031
Si	8.195	13.583	20.483	0.041	-0.012	0.057
Si	10.83	16.393	20.276	-0.005	0	0.021
Si	13.686	19.06	20.389	0.03	-0.001	0.046
Si	10.928	5.475	20.605	0.011	0.011	0.057
Si	13.615	8.2	20.57	-0.032	0	0.054
Si	10.885	10.941	20.336	-0.02	-0.025	0.025
Si	13.622	13.653	20.407	-0.008	0.013	0.031
Si	1.159	14.572	21.756	0.106	0.237	-0.771
Si	4.239	17.899	21.697	-0.117	-0.174	-0.715
Si	1.089	3.802	21.693	0.137	0.176	-0.815
Si	4.236	6.816	21.571	-0.332	-0.073	-0.7
Si	1.577	9.757	21.536	-0.065	-0.196	-0.716
Si	3.835	11.84	21.467	0.057	0.164	-0.76
Si	7.084	15.283	21.667	-0.152	-0.172	-0.707
Si	9.281	17.549	21.609	0.126	0.108	-0.74
Si	6.451	3.815	21.665	0.171	0.08	-0.756
Si	9.784	7.177	21.846	-0.101	-0.199	-0.799
Si	6.255	9.213	21.742	0.456	0.347	-0.706
Si	9.942	12.548	21.748	-0.38	-0.163	-0.769
Si	12.014	14.923	21.605	0.298	0.025	-0.722
Si	15.224	17.879	21.745	-0.143	-0.196	-0.801
Si	12.64	4.285	21.804	-0.208	0.04	-0.744
Si	14.747	6.626	21.953	0.217	0.174	-0.73
Si	11.973	9.447	21.746	0.271	0.03	-0.782
Si	15.257	12.393	21.538	-0.202	0.067	-0.74
Si	12.268	18.209	26.039	-0.037	-0.054	0.088
Si	0.486	20.575	30.501	0.004	-0.025	0.008
Si	9.385	5.775	24.52	0.016	-0.01	-0.056
Si	2.481	5.598	23.815	0.033	-0.047	-0.142
Si	10.709	16.612	31.6	0.055	0.041	0.109
Si	12.952	9.771	31.096	0.066	0.024	0.054
Si	7.822	17.016	28.321	0.02	-0.147	-0.044
Si	6.311	8.478	31.933	-0.097	-0.032	0.172
Si	5.397	20.821	27.108	0.045	-0.053	0.057
Si	15.402	8.692	31.908	0.258	-0.043	0.214
Si	11.583	13.934	27.524	0.035	0.047	-0.052
Si	13.6	16.303	23.921	0.019	0.097	-0.132
Si	13.058	11.776	28.887	0.065	-0.112	-0.091
Si	14.156	19.788	31.939	0.025	0.044	0.088
Si	4.648	12.593	28.698	0.048	-0.03	0.024
Si	7.119	14.761	24.562	-0.176	-0.177	-0.011
Si	2.803	20.046	26.168	0.055	-0.003	-0.053
Si	8.846	9.372	28.604	0.019	0.023	0.068
Si	1.537	6.733	29.278	-0.037	0.013	-0.027
Si	8.593	12.363	24.335	0.118	-0.029	0.042
Si	0.276	20.966	27.634	0.083	0.131	0.098
Si	7.38	13.907	28.993	0.039	0.018	-0.06
Si	13.755	13.724	25.286	0.013	-0.037	-0.021
Si	9.155	12.047	27.189	0.013	-0.005	0.094
Si	6.723	17.551	25.484	-0.121	0.053	-0.111
Si	13.909	9.959	26.567	-0.041	0.079	0.097
Si	13.834	7.206	29.958	0.101	0.016	0.115
Si	10.897	16.877	28.49	0.052	-0.053	0.08
Si	0.417	8.018	23.896	-0.146	-0.012	-0.078
Si	9.619	21.349	29.483	-0.05	-0.007	-0.056
Si	3.02	11.808	30.939	0.03	-0.03	0.071
Si	10.046	6.898	27.228	-0.037	-0.008	0.021
Si	9.02	7.676	31.058	-0.066	0.095	0.05
Si	0.523	9.935	26.437	0.139	-0.014	-0.016
Si	13.739	20.786	26.754	-0.083	0.008	0.029
Si	1.565	9.838	29.24	0.181	0.101	-0.071
Si	2.792	19.793	31.961	0.132	-0.112	-0.034
Si	2.306	14.7	24.695	0.001	-0.036	-0.046
Si	5.757	9.652	29.25	0.032	0.003	0.102
Si	10.772	19.342	23.787	0.059	-0.099	-0.084
Si	5.386	21.222	31.227	0.011	0.044	0.067
Si	5.784	11.414	23.687	-0.203	-0.215	-0.085
Si	13.508	11.247	23.784	-0.148	0.013	-0.13
Si	4.68	6.788	28.884	-0.012	0.006	0.106
Si	0.284	12.852	26.236	0.083	0.008	-0.123
Si	7.052	19.568	29.405	-0.044	0.079	-0.062
Si	16.145	12.389	29.205	0.09	-0.032	-0.01
Si	0.573	13.327	31.851	-0.081	0.221	0.206
Si	8.477	14.343	31.775	-0.018	0.084	0.174
Si	3.608	17.416	24.7	0.064	-0.024	-0.086
Si	12.645	20.73	29.74	-0.014	0.129	0.037
Si	13.004	7.159	27.152	0.076	-0.061	0.018
Si	6.994	20.467	24.653	-0.092	-0.099	-0.149
Si	4.742	13.111	25.686	0.071	0.02	-0.047
Si	1.406	14.906	5.468	0.005	-0.014	0.001
Si	4.148	1.341	5.463	0.015	-0.006	-0.02
Si	1.317	4.105	5.501	-0.009	0.017	-0.002
Si	4.063	6.831	5.441	-0.026	-0.016	0.002
Si	1.376	9.49	5.414	0.006	-0.027	-0.005
Si	4.1	12.202	5.381	0.014	-0.005	-0.004
Si	6.821	14.918	5.452	0.01	-0.005	-0.008
Si	9.515	1.34	5.492	0.004	-0.003	-0.011
Si	6.758	4.093	5.399	-0.027	-0.017	-0.01
Si	9.496	6.827	5.396	-0.012	-0.007	-0.009
Si	6.783	9.541	5.404	-0.015	0.009	-0.009
Si	9.505	12.254	5.42	0.004	0.018	-0.007
Si	12.203	14.966	5.474	-0.009	0.003	0.017
Si	14.995	1.371	5.473	-0.001	0.018	-0.025
Si	12.261	4.117	5.502	0.018	0.029	0.01
Si	14.975	6.803	5.469	-0.005	-0.013	0
Si	12.185	9.528	5.45	-0.012	0.004	-0.011
Si	14.955	12.228	5.493	0.021	0.003	-0.004
Si	2.754	16.304	6.803	-0.003	-0.001	-0.002
Si	5.465	2.724	6.818	0.008	0.002	0.003
Si	2.715	5.463	6.813	-0.003	0.004	0.003
Si	5.437	8.181	6.786	-0.004	-0.012	0.006
Si	2.736	10.861	6.769	-0.006	-0.004	-0.017
Si	5.443	13.557	6.782	0.013	-0.001	0.004
Si	8.156	16.295	6.827	0.002	0.002	0.002
Si	10.886	2.724	6.818	-0.006	-0.005	-0.007
Si	8.144	5.447	6.755	-0.003	0.005	-0.01
Si	10.836	8.167	6.802	0.011	0.011	0.003
Si	8.142	10.892	6.778	-0.003	-0.001	-0.002
Si	10.854	13.596	6.817	-0.011	0.021	0.003
Si	13.599	16.327	6.804	-0.002	-0.016	-0.016
Si	16.316	2.726	6.858	0.001	0.004	0.006
Si	13.619	5.461	6.85	0.008	-0.018	0.004
Si	0.015	8.166	6.81	-0.001	0.002	0.004
Si	13.584	10.857	6.816	0.014	-0.003	-0.003
Si	0.008	13.589	6.83	-0.022	0.011	0.009
Si	1.382	17.667	8.165	-0.009	0.002	-0.007
Si	4.078	4.082	8.156	-0.013	-0.018	-0.006
Si	1.363	6.81	8.18	0	-0.001	0.007
Si	4.083	9.523	8.159	0.012	0.02	0.014
Si	1.373	12.211	8.154	-0.014	-0.014	-0.001
Si	4.1	14.933	8.154	0.003	0.001	-0.003
Si	6.815	17.679	8.175	0.002	0.015	0.009
Si	9.507	4.094	8.141	-0.005	-0.007	-0.004
Si	6.794	6.802	8.135	-0.012	-0.001	-0.001
Si	9.491	9.532	8.156	-0.008	-0.006	0.001
Si	6.799	12.231	8.165	-0.007	0.001	0.012
Si	9.512	14.949	8.19	-0.003	-0.007	0.015
Si	12.24	17.68	8.174	0.014	0.01	0.001
Si	14.953	4.082	8.206	-0.011	-0.013	0.016
Si	12.224	6.822	8.164	0.013	0.002	-0.005
Si	14.957	9.51	8.168	-0.009	-0.006	-0.001
Si	12.233	12.239	8.163	0.002	0.003	-0.009
Si	14.961	14.965	8.165	0.03	0.018	0.001
Si	16.324	16.319	9.521	-0.019	0.004	0.001
Si	2.729	2.717	9.521	0.008	0.002	0.008
Si	16.325	5.447	9.537	0.013	0.002	0.005
Si	2.726	8.167	9.53	-0.01	-0.001	-0.001
Si	16.32	10.872	9.522	0.003	-0.005	0.003
Si	2.727	13.583	9.511	0	0.002	-0.005
Si	5.448	16.307	9.515	-0.005	0.006	0.001
Si	8.172	2.728	9.523	-0.001	-0.015	0.001
Si	5.443	5.443	9.51	0.005	-0.01	-0.007
Si	8.146	8.158	9.511	-0.003	0.002	0.003
Si	5.442	10.872	9.524	-0.003	0.003	0
Si	8.152	13.591	9.535	-0.001	0.005	0.001
Si	10.881	16.318	9.533	-0.003	-0.007	-0.006
Si	13.588	2.717	9.543	0.004	0.004	0.012
Si	10.868	5.446	9.511	-0.001	-0.005	-0.008
Si	13.592	8.163	9.528	0.005	0.012	0.007
Si	10.867	10.882	9.515	0.007	-0.002	-0.002
Si	13.597	13.602	9.521	-0.001	0.001	-0.002
Si	1.361	14.946	10.867	-0.003	0.003	-0.002
Si	4.088	17.67	10.871	0.004	-0.012	-0.006
Si	1.366	4.077	10.88	-0.014	-0.006	-0.002
Si	4.086	6.798	10.88	-0.005	0.004	0.005
Si	1.353	9.514	10.888	0.002	0.004	0.002
Si	4.083	12.231	10.879	0.01	-0.004	-0.002
Si	6.804	14.962	10.889	0	-0.005	0.004
Si	9.527	17.688	10.888	0.01	0.018	0.009
Si	6.803	4.083	10.876	0	-0.004	-0.002
Si	9.512	6.803	10.873	0.006	0.008	-0.007
Si	6.797	9.511	10.883	-0.017	0.002	0.006
Si	9.521	12.238	10.887	-0.006	0.004	0
Si	12.241	14.959	10.89	0.003	0.007	0.003
Si	14.958	17.675	10.884	0.009	0.005	-0.001
Si	12.223	4.087	10.883	-0.007	-0.013	-0.001
Si	14.953	6.802	10.886	-0.01	-0.018	-0.003
Si	12.23	9.528	10.876	0.002	0.002	-0.004
Si	14.96	12.24	10.877	0.009	-0.001	0.001
Si	2.718	16.312	12.22	0.002	0.002	-0.001
Si	5.451	2.707	12.228	-0.013	-0.002	-0.006
Si	2.726	5.433	12.237	0.005	-0.006	0.004
Si	5.443	8.152	12.248	0.013	0.005	0
Si	2.719	10.873	12.238	-0.002	0.007	-0.004
Si	5.445	13.591	12.234	-0.017	0.007	-0.002
Si	8.167	16.326	12.247	-0.001	0.002	-0.004
Si	10.877	2.73	12.255	0.001	-0.003	-0.002
Si	8.16	5.443	12.242	-0.003	-0.011	-0.003
Si	10.876	8.16	12.23	0.005	0.001	0.002
Si	8.166	10.869	12.235	0.01	0.002	-0.01
Si	10.876	13.604	12.251	-0.001	-0.01	0.002
Si	13.599	16.321	12.251	0.005	0.001	0.003
Si	16.312	2.724	12.232	-0.003	-0.003	0.006
Si	13.587	5.444	12.237	0.006	0.003	0.004
Si	16.31	8.155	12.249	0.001	0.004	0.003
Si	13.589	10.886	12.234	-0.008	-0.006	-0.008
Si	16.321	13.597	12.239	-0.001	0.007	0.004
Si	1.354	17.677	13.572	-0.013	0.007	-0.011
Si	4.091	4.061	13.582	0.021	-0.024	-0.002
Si	1.352	6.781	13.596	0.002	-0.007	0.006
Si	4.074	9.511	13.596	-0.016	0.011	0
Si	1.362	12.233	13.594	0.012	-0.012	0.003
Si	4.076	14.952	13.576	0.007	-0.002	-0.005
Si	6.81	17.684	13.608	0.003	0	0.006
Si	9.518	4.092	13.614	-0.001	-0.003	0
Si	6.809	6.8	13.61	-0.016	0.008	0.009
Si	9.525	9.514	13.597	0.001	-0.003	-0.007
Si	6.816	12.236	13.587	-0.002	-0.008	-0.007
Si	9.526	14.974	13.615	-0.006	0.003	0.002
Si	12.242	17.692	13.611	0.001	0.009	0
Si	14.943	4.078	13.59	0	-0.001	-0.008
Si	12.233	6.807	13.597	-0.007	0.002	-0.01
Si	14.933	9.517	13.595	-0.005	0.018	-0.006
Si	12.235	12.24	13.606	0.009	0.002	0
Si	14.96	14.956	13.603	0.008	-0.003	0.002
Si	16.32	16.335	14.943	0.011	0.009	0.003
Si	2.714	2.707	14.928	0.009	0.007	-0.002
Si	16.296	5.427	14.953	-0.005	-0.004	0.003
Si	2.715	8.138	14.948	0.009	0.009	0.009
Si	16.3	10.875	14.934	0	0.002	-0.005
Si	2.73	13.594	14.945	-0.007	0.005	0.005
Si	5.437	16.301	14.934	-0.017	-0.008	-0.007
Si	8.166	2.73	14.978	-0.003	-0.002	0.005
Si	5.454	5.41	14.944	-0.011	-0.005	-0.007
Si	8.181	8.158	14.969	0.004	0.004	0
Si	5.458	10.869	14.932	-0.005	0.002	-0.004
Si	8.165	13.598	14.956	0.007	-0.001	0.003
Si	10.883	16.344	14.979	-0.002	-0.004	-0.003
Si	13.592	2.739	14.975	0.004	-0.001	0.004
Si	10.88	5.46	14.968	0.006	-0.001	-0.004
Si	13.574	8.166	14.971	-0.002	-0.005	0.002
Si	10.88	10.869	14.962	-0.004	0.001	-0.005
Si	13.594	13.602	14.964	-0.004	0.002	0.005
O	6.371	21.389	32.505	0.169	0.501	-0.05
O	5.274	6.034	27.589	0.385	0.26	-0.145
O	1.845	14.966	23.17	0.186	0.224	0.162
O	0.497	12.903	27.835	0.447	0.213	0.219
O	10.813	11.471	33.564	0.063	0.189	-0.6
O	9.695	11.924	23.246	0.326	-0.528	0.286
O	16.187	20.275	29.041	-0.575	-0.286	0.077
O	9.142	8.198	27.529	-0.449	0.17	-0.358
O	5.375	18.994	22.138	-0.034	0.12	0.1
O	10.91	8.305	22.25	-0.12	0.133	0.536
O	5.64	11.213	33.819	0.129	-0.07	-0.32
O	14.634	7.939	33.129	-0.433	-0.082	-0.22
O	9.467	5.578	27.966	-0.504	-0.325	-0.536
O	14.626	17.258	23.13	0.205	-0.106	0.354
O	14.07	10.49	25.068	0.161	0.024	0.015
O	8.221	16.398	22.086	0.071	-0.121	0.447
O	8.986	13.198	32.778	-0.27	-0.025	-0.221
O	11.905	17.755	27.557	0.395	0.084	0.088
O	9.521	10.764	28.11	0.609	0.147	0.305
O	8.207	19.575	33.283	-0.172	0.172	-0.319
O	2.817	8.599	33.426	0.112	-0.12	-0.198
O	3.571	18.459	32.432	0.174	-0.436	-0.425
O	5.672	20.757	25.515	-0.408	0.227	-0.271
O	0.04	5.971	33.692	-0.119	0.078	-0.25
O	5.101	7.623	32.634	0.123	-0.326	-0.463
O	1.174	14.674	32.545	0.398	0.14	-0.498
O	7.204	12.127	23.577	0.143	0.141	-0.546
O	12.445	15.801	22.908	-0.403	0.368	0.088
O	15.019	13.009	25.973	-0.148	-0.249	0.252
O	0.532	9.241	32.414	0.071	0.251	-0.309
O	15.657	12.713	32.697	0.041	-0.732	-0.304
O	2.797	10.343	30.211	0.406	-0.45	0.209
O	5.723	9.546	30.869	-0.323	0.521	0.094
O	7.184	15.081	32.409	-0.298	0.092	-0.405
O	8.704	11.533	25.713	-0.223	-0.425	0.017
O	9.878	18.342	22.898	-0.063	0.126	0.148
O	10.406	13.021	26.917	-0.094	0.161	-0.232
O	4.788	12.237	22.718	-0.065	0.353	0.05
O	5.385	6.159	30.208	0.161	0.148	0.312
O	5.812	13.603	29.16	-0.294	0.352	0.012
O	0.762	6.171	27.954	0.13	0.381	-0.421
O	15.333	20.938	26.656	0.093	-0.076	-0.323
O	7.975	12.911	27.874	-0.209	-0.105	-0.209
O	13.24	8.515	26.347	-0.098	0.037	-0.508
O	12.978	12.696	24.287	-0.529	0.102	-0.017
O	12.18	13.11	28.766	-0.156	0.229	0.661
O	1.82	20.301	33.121	-0.235	-0.098	-0.036
O	5.368	7.887	22.01	0.174	-0.307	0.452
O	12.187	19.621	23.039	0.171	-0.505	0.224
O	14.414	18.396	32.696	-0.523	-0.344	-0.362
O	6.098	9.9	23.23	0.111	-0.187	0.423
O	11.118	5.944	33.492	0.006	0.027	-0.488
O	11.937	16.045	32.509	0.06	0.331	-0.151
O	5.432	16.812	33.313	0.132	-0.117	-0.582
O	7.409	7.562	31.184	-0.111	-0.216	-0.45
O	12.164	9.646	32.481	-0.097	-0.305	-0.254
O	4.215	12.979	27.198	-0.558	0.245	-0.04
O	12.772	8.38	30.293	-0.554	-0.175	-0.009
O	14.564	12.246	29.106	-0.113	0.117	0.289
O	11.036	15.325	28.088	-0.125	-0.17	0.154
O	7.358	18.898	24.845	0.287	-0.233	-0.308
O	6.022	14.117	25.579	0.187	0.048	0.394
O	12.477	10.983	30.163	-0.416	0.142	0.036
O	1.734	4.388	23.059	-0.226	-0.338	0.185
O	7.187	9.27	33.04	0.274	-0.019	-0.231
O	13.277	19.469	25.976	0.289	-0.037	-0.219
O	2.807	16.129	25.269	-0.027	0.215	0.342
O	9.393	17.328	28.121	-0.144	0.493	-0.246
O	3.569	17.359	23.079	-0.206	-0.137	-0.078
O	6.953	17.484	27.062	-0.194	0.216	0.18
O	13.268	20.734	32.905	0.323	0.03	-0.18
O	0.407	10.919	29.586	-0.282	-0.136	0.166
O	13.267	19.526	30.62	-0.065	-0.523	-0.299
O	3.978	20.059	27.286	-0.03	-0.125	0.383
O	2.696	10.825	22.074	-0.007	0.103	0.499
O	8.535	13.959	24.639	0.421	0.324	0.282
O	3.383	12.787	29.695	-0.26	0.418	-0.057
O	15.4	9.914	27.202	0.008	0.088	0.391
O	8.106	13.611	30.398	0.05	-0.544	0.073
O	15.234	7.596	30.695	0.393	-0.382	-0.349
O	10.97	13.768	22.076	0.085	0.006	0.456
O	12.963	17.022	25.207	-0.095	-0.279	0.373
O	9.556	6.282	30.482	0.009	-0.174	0.349
O	0.426	8.738	25.347	0.092	-0.121	0.066
O	16.329	18.999	22.196	0.1	0.236	0.332
O	6.565	20.083	27.944	0.255	0.129	-0.194
O	16.308	16.829	33.493	0.15	0.1	-0.486
O	12.979	10.873	27.53	-0.436	-0.173	-0.157
O	1.706	12.186	31.794	0.095	-0.29	0.047
O	13.589	14.168	33.399	0.059	0.017	-0.593
O	7.289	17.973	29.509	-0.106	-0.143	0.448
O	10.165	4.497	23.94	-0.035	0.132	-0.103
O	9.397	8.908	30.064	0.192	0.46	0.238
O	2.926	5.062	25.258	0.087	0.396	0.141
O	7.599	15.455	28.612	-0.18	0.166	0.166
O	11.531	7.159	27.811	-0.054	0.181	0.264
O	13.143	5.866	26.184	-0.28	0.013	-0.675
O	3.868	20.966	31.7	-0.252	0.299	-0.087
O	9.087	6.718	23.246	-0.248	0.044	0.181
O	9.652	7.881	32.522	-0.12	0.618	-0.083
O	10.935	18.659	25.239	-0.56	-0.102	0.297
O	11.166	17.036	30.095	0.24	0.189	-0.087
O	10.161	6.629	25.642	0.169	0.183	-0.016
O	13.671	5.445	22.378	0.129	0.004	0.231
O	3.105	6.535	28.995	-0.118	-0.339	-0.232
O	10.034	17.867	32.387	0.206	0.218	-0.446
O	14.738	11.482	22.776	0.043	-0.522	0.297
O	1.085	5.773	30.513	0.032	0.186	0.347
O	15.364	7.32	23.324	-0.186	-0.003	0.299
O	12.406	10.329	23.053	0.064	0.037	0.21
O	1.092	14.058	25.545	-0.15	0.287	0.132
O	13.183	5.796	30.404	0.091	0.025	0.447
O	11.039	20.619	29.719	0.018	-0.587	0.209
O	1.273	8.292	29.62	-0.069	-0.036	0.443
O	9.616	15.436	31.482	0.067	0.061	-0.096
O	5.133	11.05	28.759	-0.14	-0.101	-0.227
O	5.882	19.9	30.453	-0.208	-0.604	0.174
O	4.161	12.049	32.067	0.383	0.118	-0.344
O	0.137	13.532	30.315	-0.233	0.642	-0.246
O	16.327	13.474	22.141	0.015	0.086	0.196
O	4.949	8.366	28.699	-0.227	-0.083	-0.148
O	5.144	17.434	25.186	-0.069	-0.139	-0.001
O	12.702	14.21	26.4	-0.109	0.504	0.094
O	7.499	16.274	24.91	0.554	-0.046	-0.222
O	3.743	6.077	22.935	0.401	-0.344	0.488
O	6.91	4.488	23.075	0.081	0.25	0.107
O	6.456	14.767	23.081	-0.351	-0.289	0.073
O	5.189	11.624	25.177	0.069	-0.365	0.204
O	14.526	9.976	31.465	0.282	0.624	-0.089
O	14.349	14.981	24.465	0.685	0.07	0.048
O	0.744	11.379	25.708	0.319	0.007	-0.508
O	8.43	20.316	29.784	0.194	-0.03	0.39
O	1.505	6.851	23.98	0.106	-0.089	0.094
O	2.875	18.737	25.239	-0.213	-0.043	-0.091
O	14.089	7.118	28.361	0.541	-0.187	-0.069
O	15.604	20.421	31.572	0.008	0.111	0.428
O	3.542	13.671	24.772	0.008	-0.185	-0.435
O	13.205	20.611	28.253	-0.103	-0.334	0.166
O	1.755	19.567	30.735	-0.061	-0.3	-0.296
O	8.071	5.19	25.238	0.154	0.18	0.637
O	7.259	9.601	28.683	-0.126	0.209	-0.148
O	0.828	9.146	22.83	-0.148	0.238	0.17
O	1.407	20.07	26.944	-0.247	-0.325	-0.032
O	1.678	9.803	27.595	0.439	-0.131	-0.15

Results
total energy: -101653.737 eV
total energy less fixed offsets of O -438.35, Si -107.03 eV per atom: -0.537 eV
